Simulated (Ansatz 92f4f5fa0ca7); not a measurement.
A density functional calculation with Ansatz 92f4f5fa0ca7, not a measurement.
Periodic cell of 212 atoms, Si132O80, from a study of silicon, its oxide and their interface. The atomic structure is a simulated model.
Doubt: the cutoff is far below the 930 eV that the study's wrapper takes by default for these files, so forces and energies are approximate.
This geometry differs little from another in the collection (a relaxation step or a small displacement).

Settings
functional: PBE
potential files: Ansatz PAW
basis: plane waves
wave-function cutoff: 580 eV
density cutoff ratio: 5
exchange-correlation grid ratio: 1
k mesh: 1 x 1 x 1, Gamma-centred
self-consistency stop: 5e-08 eV per atom in the density residual
occupations: fixed
spin: none
net charge: 0

Cell vectors (angstrom)
a	10.938	0	0
b	0	10.938	0
c	0	0	31.0766

Atoms: element, x, y, z (angstrom)
Si	0.4053	10.4818	23.7063
Si	5.0026	0.4724	23.9002
Si	3.2869	2.1992	23.6423
Si	7.7432	3.1113	23.7723
Si	10.5047	5.8366	23.6148
Si	5.9584	4.827	23.5674
Si	2.0898	8.7334	23.8648
Si	8.7682	7.6281	23.4902
Si	1.3992	1.3531	24.8537
Si	6.7815	1.4151	25.0905
Si	4.1432	4.0406	24.8827
Si	9.5166	4.1415	24.9409
Si	1.2676	6.8283	24.9758
Si	6.8807	6.7461	24.7231
Si	4.0225	9.5684	24.9601
Si	9.5544	9.4746	24.855
Si	2.707	0.022	26.337
Si	8.2159	-0.0391	26.2562
Si	0.0055	2.7397	26.2281
Si	5.4342	2.7759	26.3982
Si	2.7419	5.4542	26.2338
Si	8.1748	5.499	26.3081
Si	-0.0448	8.2114	26.3487
Si	5.4997	8.1596	26.1898
Si	4.1018	1.3673	27.6584
Si	9.5708	1.3673	27.6584
Si	1.3673	4.1018	27.6584
Si	6.8362	4.1018	27.6584
Si	4.1018	6.8362	27.6584
Si	9.5708	6.8362	27.6584
Si	1.3673	9.5708	27.6584
Si	6.8362	9.5708	27.6584
Si	0	0	29.0256
Si	5.469	0	29.0256
Si	2.7345	2.7345	29.0256
Si	8.2035	2.7345	29.0256
Si	0	5.469	29.0256
Si	5.469	5.469	29.0256
Si	2.7345	8.2035	29.0256
Si	8.2035	8.2035	29.0256
Si	1.3673	1.3673	30.3929
Si	6.8362	1.3673	30.3929
Si	4.1018	4.1018	30.3929
Si	9.5708	4.1018	30.3929
Si	1.3673	6.8362	30.3929
Si	6.8362	6.8362	30.3929
Si	4.1018	9.5708	30.3929
Si	9.5708	9.5708	30.3929
Si	2.7345	0	0.6835
Si	8.2035	0	0.6835
Si	0	2.7345	0.6835
Si	5.469	2.7345	0.6835
Si	2.7345	5.469	0.6835
Si	8.2035	5.469	0.6835
Si	0	8.2035	0.6835
Si	5.469	8.2035	0.6835
Si	4.1018	1.3673	2.0507
Si	9.5708	1.3673	2.0507
Si	1.3673	4.1018	2.0507
Si	6.8362	4.1018	2.0507
Si	4.1018	6.8362	2.0507
Si	9.5708	6.8362	2.0507
Si	1.3673	9.5708	2.0507
Si	6.8362	9.5708	2.0507
Si	0	0	3.418
Si	5.469	0	3.418
Si	2.7345	2.7345	3.418
Si	8.2035	2.7345	3.418
Si	0	5.469	3.418
Si	5.469	5.469	3.418
Si	2.7345	8.2035	3.418
Si	8.2035	8.2035	3.418
Si	1.4223	1.3302	4.7195
Si	6.8447	1.3362	4.8563
Si	4.0932	4.1181	4.6834
Si	9.557	4.1288	4.8072
Si	1.3685	6.8522	4.841
Si	6.8482	6.8483	4.7456
Si	4.1362	9.5658	4.8937
Si	9.5528	9.5717	4.7676
Si	2.764	0.079	6.2482
Si	8.2638	-0.0292	6.2653
Si	0.0566	2.7138	6.0227
Si	5.3828	2.7615	6.0758
Si	2.8692	5.5132	6.1199
Si	8.2125	5.5565	6.1676
Si	-0.0703	8.2088	6.1891
Si	5.5752	8.1611	6.2452
Si	3.545	2.0588	7.4214
Si	10.2169	0.9016	7.3001
Si	1.7926	3.7474	7.1861
Si	6.4489	4.4633	7.25
Si	4.7474	6.2676	7.4427
Si	9.1151	7.3006	7.5692
Si	0.8846	10.0482	7.2895
Si	7.3337	9.1183	7.556
O	6.757	9.6331	9.0469
O	1.0051	9.7279	8.9176
O	9.6161	6.79	9.0851
O	7.0405	3.6366	8.5694
O	1.1773	4.3445	8.6077
O	3.891	2.1057	9.0647
O	10.3525	1.2849	8.922
O	4.5238	6.5558	9.0666
O	5.6975	10.9437	22.4838
O	5.4711	4.9143	21.9586
O	8.3603	2.4552	22.3758
O	0.0488	5.1801	22.1483
O	0.0267	10.7336	22.1025
O	8.5656	7.9896	21.8604
O	2.1366	8.2682	22.3103
O	3.174	2.5136	22.0088
Si	0.7302	6.6979	14.606
Si	6.6589	2.8815	14.6346
Si	8.9844	0.1667	15.439
Si	1.4175	4.6402	10.1847
Si	2.4388	2.6275	20.5534
Si	4.6978	6.0139	17.8543
Si	4.155	9.3769	14.6469
Si	7.5248	3.581	10.1121
Si	3.123	1.9309	10.5127
Si	7.5146	8.1748	20.6165
Si	9.0639	8.144	15.2867
Si	1.5345	9.4382	13.1094
Si	1.1288	3.7582	14.5037
Si	6.0192	10.9735	20.9099
Si	8.2456	2.1313	20.7887
Si	7.5879	7.0748	17.8961
Si	4.1879	4.6936	14.9959
Si	0.6365	5.2243	20.6158
Si	9.0111	4.4114	18.8766
Si	7.8346	7.6613	12.4528
Si	5.0779	6.9802	13.1043
Si	2.4631	7.7443	16.8292
Si	0.0124	0.4907	20.6291
Si	10.7902	1.0812	13.2158
Si	9.5092	5.9612	10.5024
Si	9.5152	2.9389	16.1272
Si	2.0174	9.8	10.1794
Si	1.7003	9.7347	18.8014
Si	9.5841	1.1429	10.3427
Si	2.4524	7.6524	20.8734
Si	5.8342	1.8369	11.8103
Si	7.2388	10.1414	10.5336
Si	4.0079	0.7373	18.8122
Si	3.5492	7.0807	10.2652
Si	5.8831	0.5554	16.2103
Si	5.1496	5.9723	20.7612
O	6.8464	1.3661	20.4617
O	3.1531	8.6389	9.8986
O	8.1059	7.6569	16.4875
O	8.0741	5.5768	18.2674
O	2.3419	5.9775	10.4113
O	8.211	3.555	20.0029
O	5.2125	0.5753	17.7056
O	8.1463	8.0131	19.1174
O	0.0117	3.6311	15.7108
O	7.2099	8.857	11.5287
O	8.7747	10.6712	10.3961
O	0.7209	2.442	13.5978
O	9.6626	9.632	15.6376
O	1.7101	6.6298	15.914
O	4.1169	6.0257	14.0385
O	8.5904	2.4098	10.4289
O	5.9679	2.1349	15.8985
O	0.8382	5.2491	13.84
O	6.2386	3.221	11.0324
O	3.0842	9.7651	13.4826
O	6.546	1.9304	13.2918
O	1.2399	9.3188	11.5196
O	6.3726	7.0342	20.7611
O	10.6081	1.19	11.6021
O	0.3226	10.318	19.4589
O	3.8033	6.8021	21.0809
O	9.694	1.3183	16.3511
O	4.1918	1.8808	11.7633
O	1.1678	1.6225	20.5431
O	8.2233	3.2551	15.0868
O	4.9376	5.2485	19.2947
O	4.9044	10.7082	15.1799
O	8.2993	8.3181	13.8648
O	5.9664	7.0299	17.6788
O	3.4373	8.6661	15.9161
O	0.7098	10.7146	13.675
O	10.3879	4.9809	19.5298
O	9.5029	1.1853	20.3472
O	9.1543	6.99	11.7358
O	9.311	0.7814	13.9154
O	2.671	-0.0112	18.2466
O	1.367	8.7074	17.5716
O	2.5908	8.9226	19.8916
O	1.8463	4.1417	20.3846
O	6.6362	6.5668	12.7657
O	4.5995	10.9215	20.1283
O	2.4761	0.4193	10.4231
O	10.163	6.9579	15.1455
O	8.1976	5.0003	10.4761
O	5.5958	4.0892	14.3915
O	2.1041	3.2329	10.7776
O	7.4117	10.9255	15.9244
O	9.273	3.4409	17.6284
O	1.1318	7.9778	13.6931
O	4.4814	5.0027	16.5861
O	4.316	7.1431	11.6858
O	3.4892	2.2284	19.3359
O	3.3523	6.9405	17.9359
O	6.3008	0.428	11.0946
O	1.2398	6.7078	20.3382
O	10.8701	5.0706	10.7784
O	2.7671	3.8105	14.8686
O	6.9238	9.6723	20.6161
O	5.2244	8.3807	13.9373

Results
free energy: -129411.500 eV
free energy less fixed offsets of O -568.88, Si -635.61 eV per atom: -0.580 eV

Forces (eV/angstrom), in the order of the atoms: element, x, y, z
Si	0.046	-0.007	0.03
Si	-0.009	0.0113	-0.0185
Si	0.0297	-0.0416	0.0139
Si	-0.0059	0.0314	-0.0048
Si	-0.0423	0.0296	0.0194
Si	0.0336	-0.0258	-0.0106
Si	-0.0256	-0.0196	0.3323
Si	0.035	-0.0421	0.0287
Si	-0.0016	0.037	-0.0001
Si	-0.0084	-0.0068	-0.0243
Si	-0.0063	-0.0148	0.0004
Si	-0.0044	-0.005	-0.0099
Si	0.0052	0.0611	0.0002
Si	0.0106	0.0137	0.0051
Si	-0.0029	0.0305	-0.0142
Si	-0.0279	-0.0218	-0.0228
Si	0.0188	-0.0061	0.0283
Si	0.0026	0.0204	0.0066
Si	0.0011	0.0069	0.0065
Si	0.0036	0.0118	-0.0021
Si	-0.0003	0.0145	0.0026
Si	0.004	0.0011	0.0092
Si	0.0031	-0.067	0.0154
Si	-0.0202	-0.0257	0.0007
Si	-0.2335	-0.0111	0.5967
Si	0.1705	-0.1254	-0.4648
Si	0.0646	-0.087	-0.4055
Si	0.0277	0.3868	0.5275
Si	0.1784	-0.0932	-0.5639
Si	-0.3419	0.0369	0.4724
Si	-0.1798	0.0621	0.329
Si	-0.046	-0.296	-0.4482
Si	0.0389	-0.041	0.048
Si	-0.0926	-0.0027	-0.0253
Si	-0.0079	-0.0812	0.0551
Si	-0.0419	0.0534	-0.0409
Si	-0.0426	0.0025	-0.0303
Si	0.0997	-0.0315	0.0672
Si	-0.0194	0.0676	-0.0434
Si	-0.0049	-0.1071	0.0707
Si	-0.019	0.0431	0.0057
Si	0.0478	-0.0053	-0.0321
Si	-0.0274	0.028	-0.0105
Si	0.0546	-0.0489	-0.0308
Si	0.0103	-0.0265	-0.0322
Si	-0.0791	0.0709	0.0161
Si	0.0352	-0.0278	-0.0106
Si	-0.0286	0.0526	-0.0062
Si	0.0041	-0.0143	0.0028
Si	-0.0294	-0.0011	0.038
Si	-0.019	0.0321	0.0191
Si	0.0178	-0.0405	-0.0044
Si	-0.0281	0.0019	0.0345
Si	0.0227	-0.0523	-0.0001
Si	0.0418	-0.0277	-0.0058
Si	-0.0232	0.0335	0.0243
Si	-0.0032	0.0986	-0.0052
Si	0.051	0.0207	0.0207
Si	-0.015	-0.0783	-0.0325
Si	-0.0323	0.0306	-0.0276
Si	0.0805	0.0065	-0.002
Si	0.0283	0.0754	-0.0039
Si	-0.0383	0.029	-0.0182
Si	-0.0039	-0.0405	-0.0281
Si	0.0307	-0.2173	-0.2418
Si	0.1053	-0.1858	0.5146
Si	-0.0358	-0.0128	-0.7293
Si	-0.161	-0.0282	0.4569
Si	0.1594	0.0576	0.3026
Si	0.227	0.1556	-0.5379
Si	0.0466	0.229	0.6074
Si	-0.0354	0.1468	-0.4146
Si	0	-0.0002	-0.0172
Si	0.0071	0.0021	0.0001
Si	-0.004	0.0058	-0.0098
Si	-0.0087	0.0028	-0.0023
Si	0.0105	0.0044	-0.0008
Si	0.001	0.0047	-0.0079
Si	-0.0064	-0.0028	-0.0017
Si	-0.0095	-0.0005	-0.0111
Si	0.0061	0.0088	0.0075
Si	-0.0027	-0.0063	0.0091
Si	0.0024	-0.0039	0.0092
Si	-0.002	-0.0036	0.0078
Si	-0.0032	-0.0033	0.0124
Si	0.0125	0.0036	0.0056
Si	-0.0059	-0.0009	0.0128
Si	0.0045	-0.0068	0.0113
Si	-0.0355	0.0187	-0.0302
Si	0.0225	-0.0318	-0.0056
Si	0.035	-0.0164	0.0123
Si	-0.0218	0.0275	0.0258
Si	0.0298	-0.0337	-0.0315
Si	-0.0393	0.0297	-0.0341
Si	-0.0295	0.0302	-0.0207
Si	0.0431	-0.0251	-0.0383
O	-0.0068	0.0283	0.0665
O	0.0209	-0.0095	0.0344
O	0.0117	-0.0329	0.0683
O	0.0009	-0.0037	0.0485
O	0.0054	0.0036	0.0278
O	-0.012	-0.0133	0.0646
O	-0.0348	0.0037	0.0567
O	-0.0313	0.018	0.0401
O	-0.01	-0.0043	-0.0547
O	-0.0073	0.0089	-0.0118
O	-0.0002	-0.0029	-0.0154
O	0.0261	-0.0179	-0.058
O	0.0037	0.0035	-0.0559
O	-0.0703	0.023	-0.0821
O	-0.1033	0.0994	-0.1027
O	-0.0295	0.0016	-0.031
Si	0.0103	0.0041	0
Si	-0.0022	-0.0046	-0.001
Si	0.0018	-0.0044	-0.0023
Si	-0.0129	0.0222	-0.0293
Si	0.0183	0.0213	0.0449
Si	0.0017	-0.016	0.005
Si	0.0024	-0.0022	0.0079
Si	0.0165	-0.0079	-0.0547
Si	0.0149	0.0041	-0.0414
Si	-0.0389	0.0461	0.0706
Si	-0.0065	0.0039	0.0056
Si	0.0027	0.0025	-0.0099
Si	0.0057	0.0007	0.0005
Si	0.036	-0.1002	0.0296
Si	0.0057	-0.0174	0.0374
Si	-0.0057	0.0064	-0.0017
Si	0.0065	0.0043	0.0013
Si	0.0057	0.0092	0.0328
Si	0.0144	-0.0018	0.0117
Si	0.0048	0.0089	-0.0055
Si	-0.0125	0.0005	-0.0028
Si	0.0037	-0.0035	0.0038
Si	-0.0094	0.0397	0.0177
Si	0.0034	0	-0.0132
Si	-0.0031	-0.007	-0.0462
Si	0.0001	-0.002	0.0036
Si	-0.0024	0.0011	-0.0234
Si	0.0165	-0.0122	-0.0301
Si	0.0137	0.0241	-0.0242
Si	-0.0433	-0.1492	-0.1497
Si	-0.0058	-0.0041	-0.0031
Si	-0.0017	-0.0071	-0.0405
Si	0.0135	0	0.0245
Si	0.0239	-0.0121	-0.0259
Si	0.0033	0.004	0.0039
Si	0.0467	-0.0082	0.0055
O	-0.0163	-0.0173	-0.0129
O	-0.0068	0.0032	0.0075
O	0.0048	-0.0004	-0.0067
O	0.0004	0.0013	0.0014
O	-0.0026	-0.0105	-0.0033
O	0.0034	0.0048	-0.0074
O	-0.0041	0.003	-0.0002
O	-0.0035	0.0043	-0.0101
O	-0.0059	-0.0004	0.0036
O	0.0041	-0.0104	0.009
O	-0.0087	0	0.0057
O	0.0038	-0.0003	-0.0022
O	0.0023	-0.0007	-0.0035
O	-0.0019	0.0007	-0.0082
O	-0.0027	-0.0041	0.0079
O	-0.0032	-0.0036	-0.0045
O	0.001	-0.0056	-0.0011
O	-0.0001	0.0089	-0.0034
O	0.0133	-0.0068	-0.0044
O	-0.0094	-0.0037	-0.0054
O	-0.0002	0.0006	0.0121
O	0.0009	0.0023	0.0209
O	0.0316	0.0391	-0.0012
O	-0.0119	-0.0005	-0.0041
O	-0.0221	0.0145	0.0247
O	0.1011	-0.0666	0.0524
O	0.0005	0.0036	-0.0032
O	0.0098	0.0032	0.0037
O	-0.0267	-0.0403	0.0041
O	0.0091	0.0005	0.008
O	-0.0049	-0.0072	-0.0173
O	-0.0011	-0.0028	-0.0035
O	0.0053	-0.002	0.006
O	0.0119	0.0017	-0.0071
O	0.0034	0.0043	-0.0139
O	-0.0027	-0.0001	-0.006
O	-0.0142	-0.0093	-0.0108
O	0.0134	-0.0005	-0.0016
O	-0.0112	0.0034	0.0082
O	0.003	-0.0006	-0.0023
O	0.0115	0.0114	-0.0057
O	-0.0143	-0.0057	-0.0153
O	0.0259	0.0828	-0.1082
O	-0.0061	-0.0137	-0.0108
O	-0.001	-0.0015	-0.004
O	0.06	0.0102	-0.0047
O	0.0027	0.0029	0.0029
O	0.001	-0.0006	-0.0058
O	0.0141	0.0059	0.0062
O	0.0015	-0.0006	-0.0028
O	0.0032	-0.0039	0.0017
O	-0.0057	-0.0004	0.001
O	-0.0001	0.0015	-0.0107
O	-0.0015	-0.0082	0.0093
O	0.0011	0.0018	-0.0138
O	0.0038	0.0004	0.0107
O	0.0094	-0.0159	-0.0238
O	-0.0081	0.0206	0.0136
O	-0.0016	0.0129	0.0059
O	-0.0136	0.001	-0.009
O	0.0138	-0.0058	0.0016
O	-0.0022	0.0013	-0.0014
O	-0.0414	0.0113	0.0261
O	-0.0034	0.0063	0.0029

The program warned: the cutoff lies below the one the program advises for these potential files; the exchange-correlation potential is rough where the density is thin.
